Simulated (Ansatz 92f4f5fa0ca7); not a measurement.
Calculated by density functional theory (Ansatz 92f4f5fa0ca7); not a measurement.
Periodic cell of 268 atoms, Si148O120, from a study of silicon, its oxide and their interface. The atomic structure is a simulated model.
This geometry differs little from another in the collection (a relaxation step or a small displacement).

Settings
functional: r2SCAN
potential files: Ansatz PAW
basis: plane waves
wave-function cutoff: 800 eV
density cutoff ratio: 5
exchange-correlation grid ratio: 1
k mesh: 1 x 1 x 1, shifted by 0.5 0.5 0 of a step
self-consistency stop: 1e-10 eV per atom in the density residual
occupations: fixed
spin: none
net charge: 0

Cell vectors (angstrom)
a  10.88  0  0
b  0  10.88  0
c  0  0  37.6206

Atoms: element, x, y, z (angstrom)
Si  0.1147  0.2108  -0.1785
Si  3.0167  2.5763  -0.1028
Si  -0.3675  5.787  -0.1836
Si  3.1551  7.6711  -0.1664
Si  5.1323  0.2365  -0.1125
Si  7.5436  3.2835  -0.1305
Si  5.4232  5.5204  0.2713
Si  8.2903  8.0148  0.0055
Si  1.3762  1.5129  1.2387
Si  4.0287  4.0751  1.3953
Si  1.3592  6.7798  1.1221
Si  4.0454  9.4662  1.1474
Si  6.6852  1.4801  1.1713
Si  9.369  4.1832  1.1222
Si  6.8299  6.9078  1.4534
Si  9.5648  9.6471  1.1113
Si  -0.0997  2.8233  2.5084
Si  2.6805  -0.0078  2.5285
Si  0.0362  8.2329  2.4926
Si  2.5969  5.4433  2.6228
Si  5.3951  2.7087  2.6975
Si  8.1354  0.097  2.4728
Si  5.3951  8.2678  2.658
Si  8.1684  5.4702  2.6877
Si  1.2515  4.1052  3.9667
Si  4.0272  1.3188  3.9692
Si  1.3416  9.547  3.9293
Si  4.016  6.8327  3.9391
Si  6.7815  4.0921  4.0029
Si  9.4792  1.4137  3.8902
Si  6.8014  9.6239  3.9309
Si  9.5644  6.8683  3.9294
Si  -0.0407  0.0301  5.2577
Si  2.6518  2.718  5.2834
Si  -0.0325  5.4897  5.3408
Si  2.6841  8.1883  5.32
Si  5.4262  0.0228  5.3363
Si  8.1445  2.7278  5.3324
Si  5.3916  5.4684  5.2972
Si  8.151  8.2069  5.2652
Si  1.3186  1.3545  6.6533
Si  4.0351  4.0863  6.6401
Si  1.3387  6.8246  6.6916
Si  4.0675  9.5277  6.6785
Si  6.782  1.3687  6.694
Si  9.5013  4.0976  6.6819
Si  6.7836  6.8235  6.629
Si  9.498  9.5466  6.6455
Si  -0.0276  2.7026  8.025
Si  2.6978  0.0146  8.0265
Si  -0.0327  8.1886  8.0278
Si  2.6917  5.4365  8.0239
Si  5.3967  2.7272  8.0141
Si  8.1451  -0.0075  8.038
Si  5.4318  8.1561  8.0161
Si  8.126  5.455  8.0153
Si  1.3613  4.0304  9.3723
Si  4.0455  1.381  9.4028
Si  1.3377  9.5387  9.3873
Si  4.0599  6.8019  9.3661
Si  6.7943  4.0459  9.3606
Si  9.509  1.338  9.4046
Si  6.7866  9.5017  9.391
Si  9.4902  6.8102  9.3799
Si  0.013  0.0134  10.7875
Si  2.6955  2.7124  10.8251
Si  -0.0218  5.3833  10.6676
Si  2.704  8.1804  10.7307
Si  5.4274  0.0054  10.7196
Si  8.1324  2.6726  10.7614
Si  5.4033  5.3822  10.6681
Si  8.1386  8.1547  10.7797
Si  1.3368  1.3634  12.2378
Si  4.1216  4.0731  12.14
Si  1.3751  6.6985  11.9885
Si  4.0409  9.5994  12.0927
Si  6.7745  1.3007  12.1478
Si  9.5368  4.0299  12.0692
Si  6.73  6.7037  12.0204
Si  9.542  9.5239  12.1309
Si  -0.0188  2.7926  13.5944
Si  2.7405  0.0263  13.6234
Si  0.012  7.9888  13.3312
Si  2.7524  5.466  13.45
Si  5.4111  2.6565  13.5416
Si  8.1866  -0.0001  13.5464
Si  5.352  8.0976  13.3013
Si  8.0792  5.3066  13.3554
Si  1.6073  4.0056  14.8663
Si  3.8129  1.7021  15.0267
Si  1.5108  9.1826  14.6329
Si  3.8192  7.0974  14.7834
Si  6.9945  3.8078  14.8185
Si  9.286  1.6619  14.9332
Si  7.021  9.0775  14.5337
Si  9.286  6.8058  14.6071
Si  -6.8002  -3.1833  21.3305
Si  0.0962  5.7563  17.0269
Si  3.0407  11.2736  25.5852
Si  10.2093  -0.4798  16.6828
Si  9.5227  2.0804  23.4028
Si  5.334  12.0865  17.8398
Si  7.1833  -0.9789  17.1699
Si  5.7311  5.7691  16.942
Si  6.1131  4.3277  26.5526
Si  5.7872  5.5842  19.9258
Si  3.3546  7.0154  24.0384
Si  -2.4601  8.3803  25.2084
Si  -0.2484  -2.6732  18.5129
Si  -3.3121  7.4521  18.5404
Si  7.0074  3.0886  19.4513
Si  9.821  4.1628  19.5477
Si  14.8431  -0.4684  20.2222
Si  10.8289  4.6672  22.5292
Si  9.2206  1.611  20.5529
Si  -7.7212  1.1804  22.6166
Si  2.7568  -6.8616  23.513
Si  -4.2525  6.6697  30.5177
Si  0.7532  1.9415  31.6914
Si  8.4873  10.5257  26.974
Si  -0.0453  -4.8096  27.4323
Si  -2.882  2.3386  25.9678
Si  3.593  -0.6317  31.0334
Si  -0.2561  2.4892  29.192
Si  7.4545  8.0813  27.8867
Si  9.265  14.0299  33.0564
Si  -1.9682  1.4373  35.483
Si  -2.2584  4.1841  27.9629
Si  1.5194  8.8577  20.7875
Si  11.0494  -3.7408  24.4416
Si  11.2533  0.2248  22.0652
Si  12.6951  15.093  28.3887
Si  11.9911  10.0895  32.6891
Si  3.3848  3.1532  26.3254
Si  5.001  -5.0676  33.7792
Si  -3.7376  7.8109  33.4677
Si  2.206  -3.9034  29.07
Si  -7.87  -1.1607  28.1069
Si  6.9697  -1.0449  35.4545
Si  6.4469  3.9453  31.8702
Si  5.8941  7.1788  25.6553
Si  -7.0618  2.2422  32.0921
Si  0.5779  0.3376  27.2506
Si  1.4536  9.1529  35.4522
Si  3.9564  7.4005  31.3139
Si  0.1679  5.1145  34.3863
Si  13.8184  -7.0585  34.6223
Si  10.3062  7.921  33.7756
O  -0.6534  1.2246  -1.216
O  1.2514  -0.6078  -1.0249
O  -3.4473  -2.2991  -1.2535
O  2.6004  3.242  -1.5266
O  3.9655  5.081  -2.8317
O  -5.2405  -0.3858  -1.5391
O  2.5664  8.1109  -1.6326
O  -0.0225  8.5094  -2.4198
O  8.7229  -3.2472  -3.8018
O  -0.1296  -12.7357  -4.9669
O  11.0829  6.5168  -4.0459
O  8.0223  2.6483  -1.5485
O  6.438  4.4567  -0.5336
O  4.36  6.5789  -0.4628
O  11.091  5.306  -1.6238
O  9.335  6.8756  -0.5257
O  1.17  4.8684  16.195
O  2.6684  2.8415  15.3423
O  -1.1232  -4.8093  15.995
O  4.4285  1.3347  16.4989
O  2.6617  8.1749  15.2713
O  0.4479  9.8218  15.6886
O  6.0286  7.8499  27.1404
O  -7.3855  5.4602  23.5695
O  4.1338  0.5163  21.5026
O  6.2478  4.4858  16.1016
O  6.2557  -1.4989  15.9536
O  8.1308  2.7477  15.3837
O  8.1592  7.9495  14.8634
O  10.2172  13.4755  19.7225
O  15.6076  6.2913  20.8951
O  7.0371  6.6334  19.8204
O  -2.6258  -6.7904  19.0405
O  -0.3703  -10.0893  23.3808
O  -3.863  6.7222  17.1972
O  4.5498  6.4981  16.1125
O  -1.7141  7.5378  18.5388
O  -5.058  13.515  18.4298
O  10.6768  -1.0912  18.1043
O  8.7488  2.1482  21.9947
O  7.7538  1.6726  19.8272
O  11.5003  7.2232  17.5325
O  6.7451  11.399  17.4672
O  3.5705  2.7272  22.9243
O  8.5122  1.7815  24.5797
O  4.5408  0.2861  18.915
O  10.0354  1.0961  16.3097
O  7.0291  8.9842  18.4872
O  14.0684  0.2475  23.9686
O  10.1598  0.3124  20.8295
O  8.6913  9.8491  16.5864
O  12.558  1.1783  21.9353
O  14.8102  1.6912  25.9629
O  10.5935  4.9107  18.3528
O  -3.1179  9.6572  28.1481
O  -3.8823  4.3853  27.9398
O  -0.1995  -4.8026  23.2856
O  2.4881  -3.2778  21.0368
O  -1.089  8.2081  24.3422
O  0.8953  9.5692  22.1154
O  6.5497  2.9975  25.7492
O  -4.4728  5.6472  25.7009
O  1.7852  -3.4114  24.2582
O  5.1754  5.402  18.4189
O  2.3912  -0.8844  19.9917
O  3.8153  -0.5861  29.4178
O  0.2925  8.2053  20.0049
O  6.9975  7.479  31.8909
O  15.0071  7.9121  22.9219
O  -4.668  4.1076  20.4725
O  1.4475  0.5802  25.8958
O  0.8634  -6.1258  27.2115
O  -1.4668  -5.2984  28.0306
O  -2.9325  12.0349  27.064
O  -0.298  13.976  32.1215
O  -9.3536  21.2448  28.2413
O  10.1736  3.5477  23.5078
O  2.4585  3.6602  25.0809
O  10.166  4.794  21.0277
O  0.0067  -4.179  25.9718
O  -0.7837  -0.4913  27.065
O  -5.8272  6.901  30.2306
O  0.6512  6.9957  28.5862
O  0.8158  3.6736  29.5297
O  7.4853  -3.6244  29.2801
O  2.0093  -0.8378  31.3534
O  4.0678  6.4941  32.6418
O  4.7009  -1.8955  20.5455
O  13.6209  16.3293  28.868
O  5.9732  4.6649  33.2198
O  6.9912  7.835  24.6203
O  4.3089  8.942  31.6663
O  -5.7441  3.024  31.4661
O  -6.3547  4.228  26.6959
O  -1.7329  3.1684  29.1295
O  -2.7458  9.9465  25.5017
O  9.6231  4.409  34.0233
O  2.4833  18.1692  30.6441
O  14.4469  -0.7658  26.6169
O  2.6302  2.9924  27.748
O  8.549  7.6941  26.7172
O  12.3881  4.239  22.5043
O  6.8338  5.0728  30.7578
O  7.8583  3.2138  32.2435
O  2.3017  2.4439  31.4803
O  15.1943  7.2555  25.3195
O  -1.6557  1.8106  33.9611
O  1.9657  -1.1373  34.0353
O  3.6366  -8.1685  33.6494
O  6.7685  -1.5527  33.9317
O  0.1019  12.6585  27.7974
O  0.0417  12.2623  30.3352
O  -1.9067  3.5028  26.5277
O  -6.7325  0.6741  31.8171
O  -4.8015  6.9028  34.3267
O  4.0375  1.3725  37.1022
O  8.1443  0.0379  35.5157
O  1.5105  15.1668  34.0009
O  11.555  11.6418  32.8039
O  2.9765  -2.7758  28.2035

Results
free energy: -163106.374 eV
free energy less fixed offsets of O -570.45, Si -639.56 eV per atom: 2.506 eV

Forces (eV/angstrom), in the order of the atoms: element, x, y, z
Si  -0.0942  0.0101  0.1354
Si  0.0469  -0.0588  0.1878
Si  -0.0545  -0.0023  0.2315
Si  -0.0148  -0.0079  0.2569
Si  0.0164  0.0544  0.1861
Si  0.032  -0.0167  0.23
Si  0.0031  0.0092  0.1322
Si  0.0883  0.0054  0.149
Si  0.0148  -0.0329  0.0042
Si  0.0214  0.0239  0.0115
Si  -0.0428  -0.0172  0.0161
Si  -0.0235  0.0435  0.0251
Si  -0.0134  -0.0606  0.0305
Si  0.0339  0.0015  -0.0228
Si  0.01  -0.0044  0.0223
Si  -0.0018  0.0455  -0.0236
Si  -0.0091  0.0184  0.03
Si  0.0252  0.027  0.0565
Si  0.0082  -0.0121  0.0194
Si  0.0108  0.0115  0.0305
Si  -0.0106  0.0001  0.0525
Si  -0.0038  0.0016  0.0244
Si  0.0188  -0.019  0.037
Si  0.0077  0.0309  0.0553
Si  0.0304  0.0022  -0.0064
Si  -0.0001  0.0292  -0.0175
Si  -0.0358  0.0126  -0.0213
Si  0.0043  -0.0009  -0.0325
Si  0.0173  -0.0166  -0.0202
Si  0.012  -0.0099  -0.0202
Si  -0.0129  -0.0314  -0.0299
Si  -0.0515  -0.012  -0.0272
Si  -0.0102  -0.0129  0.0025
Si  -0.0199  -0.01  0.0087
Si  0.0005  0.0128  -0.0026
Si  0.0111  -0.0004  -0.0147
Si  0.006  0.0012  -0.0015
Si  -0.0212  0.0204  -0.0083
Si  -0.0149  -0.0045  0.0096
Si  0.0131  0.0097  -0.0134
Si  0.0004  -0.0001  -0.0021
Si  0.0351  0.0161  0.0014
Si  -0.0077  -0.0135  0.012
Si  0.0159  -0.0051  0.0038
Si  -0.0151  -0.0012  0.0059
Si  -0.0022  0.0276  0.0109
Si  -0.001  0.0011  0.005
Si  -0.0096  -0.0032  -0.0048
Si  0.0195  0.0071  -0.0049
Si  -0.0131  0.0006  -0.014
Si  -0.0192  0.0081  -0.005
Si  -0.0171  0.0199  -0.0036
Si  0.0217  0.0034  -0.0082
Si  -0.0039  -0.0169  -0.0033
Si  -0.0108  0.001  -0.0015
Si  -0.0116  -0.0192  -0.005
Si  -0.0064  -0.0006  -0.0014
Si  0.0121  0.0094  0.0094
Si  0.0007  -0.0018  -0.0028
Si  0.0163  -0.0142  0.0077
Si  -0.0272  0.0326  -0.014
Si  -0.0221  -0.0208  0.0078
Si  -0.0012  -0.0106  -0.0091
Si  0.0096  0.0158  0.0117
Si  0.007  0.0187  0.0189
Si  0.0047  0.0027  0.0338
Si  -0.0097  0.028  0.0063
Si  -0.0002  -0.0006  0.035
Si  0.007  -0.0055  0.0149
Si  0.0036  -0.0001  0.034
Si  0.0093  -0.0028  0.0162
Si  -0.0147  0.0035  0.0173
Si  -0.0079  -0.0029  -0.0189
Si  -0.0033  0.0077  -0.0446
Si  -0.0238  0.0028  -0.022
Si  0.0212  -0.0602  -0.0077
Si  -0.0153  0.0098  0.0171
Si  -0.0305  0.0216  -0.0197
Si  0.0052  0.006  -0.031
Si  0.0028  -0.0762  -0.0211
Si  0.0358  -0.011  -0.0115
Si  -0.0341  0.0243  -0.0118
Si  0.0339  0.0491  -0.0441
Si  -0.0052  -0.0406  0.0128
Si  -0.0028  0.0001  -0.0023
Si  0.0032  -0.0119  0.0243
Si  0.0335  0.0459  -0.0358
Si  0.0244  -0.0112  -0.0177
Si  0.0502  -0.04  -0.232
Si  -0.0652  0.0151  -0.2677
Si  0.0689  -0.0472  -0.1984
Si  -0.0371  0.0286  -0.2105
Si  0.0598  -0.0484  -0.2511
Si  -0.0245  0.0432  -0.2056
Si  0.0078  -0.0351  -0.2719
Si  -0.0356  0.0125  -0.1821
Si  0.042  -0.0344  -0.2713
Si  0.0088  -0.0024  -0.3604
Si  -0.0043  0.0176  -0.0251
Si  0.0137  0.069  -0.2755
Si  0.0146  -0.0028  -0.1935
Si  0.0455  0.0066  -0.3559
Si  -0.0121  0.0033  -0.126
Si  -0.011  0.0308  -0.3168
Si  0.0549  -0.0115  0.0512
Si  0.0949  0.0113  -0.2443
Si  0.031  0.0397  -0.1489
Si  -0.0161  -0.006  0.0414
Si  -0.036  0.0024  -0.2686
Si  -0.0614  0.0005  -0.2377
Si  -0.0198  0.0068  -0.1603
Si  -0.0523  0.0276  -0.315
Si  0.0238  0.0102  -0.2436
Si  -0.0597  -0.0138  -0.2092
Si  -0.0352  0.0554  -0.2748
Si  0.0154  -0.0596  -0.1812
Si  -0.0136  -0.0075  -0.0861
Si  -0.0383  -0.0233  0.3549
Si  0.0088  -0.0571  0.3207
Si  0.0175  0.0189  0.012
Si  0.0353  -0.0507  0.0603
Si  0.0324  0.0054  0.0033
Si  -0.0899  0.042  0.2342
Si  0.0381  -0.0941  0.2553
Si  -0.0067  -0.0674  0.1529
Si  0.0202  -0.0271  0.2797
Si  -0.015  0  0.2483
Si  0.0124  -0.0436  0.102
Si  -0.0814  -0.0599  -0.2248
Si  0.0276  -0.0599  -0.0727
Si  -0.0107  -0.064  -0.1634
Si  -0.0215  0.0194  0.1126
Si  -0.0633  -0.0378  0.2648
Si  -0.0424  -0.0039  0.0078
Si  0.0675  -0.0077  0.1833
Si  0.0684  0.1024  0.2726
Si  0.0863  0.0404  0.2067
Si  0.0379  0.0105  0.1879
Si  0.0154  0.0184  0.2243
Si  0.0226  -0.035  0.2238
Si  -0.0113  -0.0008  0.0419
Si  -0.0143  0.0252  0.1928
Si  0.0327  0.0368  0.0954
Si  0.0095  0.0135  0.2156
Si  0.0966  -0.0305  0.2321
Si  -0.0536  0.0083  0.2243
Si  -0.0648  -0.0242  0.249
Si  -0.0086  0.0086  0.1948
O  -0.0399  0.048  -0.0754
O  0.0835  -0.0976  -0.1102
O  -0.0844  0.0203  -0.138
O  0.0159  0.062  -0.2162
O  0.0423  0.0628  -0.0489
O  0.0098  -0.0384  -0.1477
O  0.0023  0.0117  -0.1419
O  -0.0514  -0.037  -0.0839
O  -0.0518  -0.0278  -0.0635
O  0.0189  0.0333  -0.0977
O  0.0307  0.0027  -0.0927
O  0.0103  0.011  -0.1593
O  0.0176  -0.0212  -0.1031
O  -0.0158  0.0309  -0.1546
O  0.0351  -0.0262  -0.2043
O  0.0397  0.014  -0.0924
O  -0.0485  0.0728  0.2093
O  -0.0028  -0.0111  0.0891
O  0.0513  -0.0588  0.205
O  0.0907  -0.0155  0.2578
O  -0.0117  0.0043  0.0721
O  -0.0899  0.0285  0.1645
O  -0.0329  0.0061  -0.0495
O  0.0231  -0.0214  0.034
O  -0.0193  0.0554  0.1344
O  -0.058  0.0998  0.1898
O  -0.0096  0.0229  0.11
O  0.0011  -0.016  0.0961
O  -0.0678  0.0189  0.1222
O  0.0062  -0.0277  0.0953
O  -0.0806  0.0458  0.1336
O  -0.0239  -0.036  0.1088
O  0.0241  -0.009  0.0913
O  -0.0024  0.0013  0.0857
O  0.0686  0.053  0.1038
O  0.0984  -0.0665  0.2027
O  0.0119  -0.028  0.0782
O  0.0381  0.075  0.1067
O  0.0307  -0.072  0.1471
O  0.0153  0.0176  0.1556
O  0.0401  -0.0648  0.1073
O  0.0073  0.0756  0.1155
O  -0.0163  0.0401  0.0898
O  0.0096  0.0493  0.0431
O  -0.0623  -0.0254  0.075
O  -0.089  -0.0975  0.2092
O  0.0066  0.0055  0.1274
O  0.0088  -0.0022  0.1001
O  0.0148  -0.0298  0.0972
O  0.0449  -0.026  0.0957
O  -0.0186  -0.0105  0.0875
O  0.0058  0.0542  0.0573
O  0.0305  -0.0091  0
O  -0.0422  -0.0928  0.2131
O  -0.0086  0.0516  0.0063
O  -0.0326  0.0087  -0.0256
O  -0.0166  0.062  0.0948
O  0.0207  -0.028  0.0972
O  -0.0176  0.0131  -0.0066
O  -0.0242  0.0416  0.0946
O  -0.0356  -0.0137  -0.0334
O  0.0101  -0.0017  -0.0293
O  -0.0425  0.0286  0.0632
O  -0.0249  -0.0316  0.1977
O  -0.0011  0.0207  0.0765
O  0.0012  -0.0122  -0.2046
O  0.0501  0.0327  0.1671
O  -0.0446  -0.0555  -0.2301
O  -0.0278  -0.0183  0.1498
O  -0.0218  -0.0086  0.0685
O  -0.0158  0.0036  -0.0191
O  -0.0238  0.0273  -0.0623
O  -0.0131  0.0389  -0.0052
O  -0.0258  -0.0214  0.0201
O  0.0703  -0.0222  -0.1296
O  -0.0421  -0.0004  -0.0469
O  0.0029  0.0141  0.0786
O  -0.0212  -0.0019  0.0395
O  0.0687  0.0309  0.2142
O  0.0193  -0.0035  -0.0035
O  -0.0156  -0.0224  -0.0157
O  0.0061  -0.0018  -0.1247
O  -0.0883  0.0035  -0.0607
O  0.0311  0.0558  -0.063
O  0.0665  0.0646  -0.1816
O  0.0817  -0.026  -0.1691
O  -0.0756  0.048  -0.1497
O  0.015  -0.0121  0.0803
O  0.0214  -0.019  -0.0398
O  0.0307  -0.0337  -0.0817
O  0.0069  -0.0041  -0.053
O  0.0045  0.0098  -0.0604
O  -0.0117  -0.0018  -0.1013
O  0.0067  -0.0069  0.0006
O  -0.0504  0.0529  -0.0792
O  -0.0117  0.0278  -0.0218
O  -0.035  -0.0289  -0.1094
O  -0.0791  -0.0318  -0.1291
O  0.0293  0.0009  -0.0501
O  0.0213  -0.0376  -0.0618
O  0.0125  0.0079  -0.0394
O  0.0429  -0.0263  0.0502
O  0.0134  0.0532  -0.1383
O  -0.0891  0.0283  -0.1254
O  0.0089  0.0369  -0.092
O  -0.0007  0.0142  0.0321
O  0.0362  0.0472  -0.1736
O  0.0163  0.0283  -0.1623
O  0.0504  -0.0621  -0.1349
O  -0.0324  -0.048  -0.1511
O  -0.0026  -0.0373  -0.1151
O  -0.0374  0.0335  -0.198
O  0.0113  -0.0037  -0.0575
O  0.0218  -0.0373  -0.0566
O  -0.0498  -0.0327  -0.0541
O  -0.0408  0.0031  -0.0886
O  0.011  -0.0056  -0.0658
O  0.0219  -0.0193  -0.1063
O  -0.0008  0.058  -0.0977
O  0.0006  0.0022  -0.091

The program warned: the cutoff lies below the one the program advises for these potential files; the forces do not sum to zero within the program's tolerance; empty levels may hold ghost states of the PAW files; the exchange-correlation potential is rough where the density is thin.
